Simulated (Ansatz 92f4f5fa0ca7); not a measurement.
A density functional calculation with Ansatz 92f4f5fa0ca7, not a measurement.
Periodic cell of 221 atoms, Si132O88H1, from a study of silicon, its oxide and their interface. The atomic structure is a simulated model.
Doubt: the cutoff is far below the 930 eV that the study's wrapper takes by default for these files, so forces and energies are approximate.
This geometry differs little from another in the collection (a relaxation step or a small displacement).

Settings: functional PBE; potential files Ansatz PAW; basis plane waves; wave-function cutoff 580 eV; density cutoff ratio 5; exchange-correlation grid ratio 1; k mesh 1 x 1 x 1, Gamma-centred; self-consistency stop 5e-08 eV per atom in the density residual; occupations fixed; spin none; net charge +1 e, with a uniform compensating background and no finite-size correction.

Cell vectors (angstrom)
a 10.938 0 0
b 0 10.938 0
c 0 0 33.3827

Atoms: element, x, y, z (angstrom)
Si -0.2052 0.1984 25.8176
Si 5.9715 -0.5512 25.8335
Si 2.8563 2.8023 25.9078
Si 8.3432 2.3207 25.9837
Si -0.4829 6.0098 25.7944
Si 5.3643 5.6958 25.8673
Si 3.0161 7.8417 25.8948
Si 8.2244 8.2245 26.216
Si 1.4195 1.3611 27.1334
Si 6.8635 1.1443 27.3044
Si 4.2236 4.1085 27.2475
Si 9.5238 4.1288 27.058
Si 1.3278 6.7957 27.1927
Si 6.8117 6.8041 27.363
Si 4.1834 9.4738 27.1534
Si 9.6862 9.6247 27.3273
Si 2.7718 -0.0356 28.522
Si 8.2634 -0.06 28.6946
Si 0.013 2.766 28.506
Si 5.5267 2.6682 28.5886
Si 2.7386 5.434 28.5791
Si 8.2205 5.4043 28.5993
Si 0.0713 8.1904 28.623
Si 5.4612 8.1962 28.6561
Si 4.1018 1.3673 29.9645
Si 9.5708 1.3673 29.9645
Si 1.3673 4.1018 29.9645
Si 6.8362 4.1018 29.9645
Si 4.1018 6.8362 29.9645
Si 9.5708 6.8362 29.9645
Si 1.3673 9.5708 29.9645
Si 6.8362 9.5708 29.9645
Si 0 0 31.3317
Si 5.469 0 31.3317
Si 2.7345 2.7345 31.3317
Si 8.2035 2.7345 31.3317
Si 0 5.469 31.3317
Si 5.469 5.469 31.3317
Si 2.7345 8.2035 31.3317
Si 8.2035 8.2035 31.3317
Si 1.3673 1.3673 32.699
Si 6.8362 1.3673 32.699
Si 4.1018 4.1018 32.699
Si 9.5708 4.1018 32.699
Si 1.3673 6.8362 32.699
Si 6.8362 6.8362 32.699
Si 4.1018 9.5708 32.699
Si 9.5708 9.5708 32.699
Si 2.7345 0 0.6835
Si 8.2035 0 0.6835
Si 0 2.7345 0.6835
Si 5.469 2.7345 0.6835
Si 2.7345 5.469 0.6835
Si 8.2035 5.469 0.6835
Si 0 8.2035 0.6835
Si 5.469 8.2035 0.6835
Si 4.1018 1.3673 2.0507
Si 9.5708 1.3673 2.0507
Si 1.3673 4.1018 2.0507
Si 6.8362 4.1018 2.0507
Si 4.1018 6.8362 2.0507
Si 9.5708 6.8362 2.0507
Si 1.3673 9.5708 2.0507
Si 6.8362 9.5708 2.0507
Si 0 0 3.418
Si 5.469 0 3.418
Si 2.7345 2.7345 3.418
Si 8.2035 2.7345 3.418
Si 0 5.469 3.418
Si 5.469 5.469 3.418
Si 2.7345 8.2035 3.418
Si 8.2035 8.2035 3.418
Si 1.2638 1.4804 4.7544
Si 6.8127 1.3883 4.8204
Si 4.1165 4.0644 4.8149
Si 9.5114 4.1539 4.845
Si 1.3516 6.8478 4.7542
Si 6.7856 6.8999 4.8293
Si 4.1295 9.5712 4.802
Si 9.5535 9.5853 4.6595
Si 2.6385 0.0339 5.9511
Si 8.2658 -0.0106 6.0423
Si -0.0978 2.8212 6.2994
Si 5.4525 2.6965 6.3015
Si 2.7602 5.5508 6.1231
Si 8.093 5.4883 6.221
Si -0.0744 8.2296 5.9927
Si 5.5292 8.336 6.3266
Si 3.6649 1.5296 7.3824
Si 9.7803 1.051 7.4739
Si 1.6218 3.9927 7.4886
Si 6.521 4.3741 7.6424
Si 4.3205 6.6768 7.481
Si 9.3566 7.1009 7.3589
Si 1.0805 9.8176 7.2279
Si 7.2876 9.471 7.5968
O 1.8707 3.8926 25.1725
O 7.151 9.2643 25.4193
O 2.7137 2.838 7.8222
O 8.3472 8.2419 8.0598
O 5.3748 5.5151 7.9824
O 0.0501 -0.0015 7.8697
O 4.1607 6.7396 25.3737
O 9.542 1.2968 25.4153
O 1.7558 9.0643 8.4967
O 1.3748 4.6207 9.4146
O 9.0041 1.3395 8.9044
O 6.9949 10.4682 8.9198
O 3.6705 0.6922 8.827
O 3.5716 7.1567 8.8652
O 7.0431 3.8963 9.1507
O 10.3483 6.2718 8.433
O 3.8537 2.1184 24.7825
O 5.426 0.0154 24.378
O 7.2234 2.7081 24.8083
O 11.1227 5.7007 24.3116
O 9.2829 7.1548 25.4467
O 2.2986 8.4617 24.5467
O 6.217 5.1571 24.5403
O 0.3809 10.3622 24.4616
Si 2.4384 8.0843 9.5592
Si 11.0592 6.7895 14.4439
Si 0.0084 -5.1315 17.2539
Si 4.1697 0.873 23.7753
Si 7.4363 -2.007 20.3738
Si 8.2901 0.8241 21.2814
Si 1.721 9.7452 23.7227
Si 10.5181 9.5307 14.4547
Si 3.9337 9.8168 11.7878
Si 4.9626 16.1883 12.0635
Si 6.9438 1.8159 16.8414
Si 4.63 7.4806 20.2791
Si 13.2615 8.5752 14.1469
Si 3.7337 1.5166 10.2378
Si 7.9319 11.4801 9.86
Si 1.7302 8.383 20.8458
Si 2.5374 -5.3965 21.3099
Si 2.2256 4.0204 10.8834
Si 8.2713 4.4087 17.579
Si 6.9559 3.9294 23.7437
Si 12.627 3.6534 18.8751
Si 6.3454 3.1082 10.4141
Si 4.5419 2.9798 18.4606
Si 7.9551 -0.2339 15.0616
Si 10.5246 4.6588 12.3008
Si -1.3635 3.1426 22.6141
Si 6.2555 7.9421 12.3421
Si 8.588 9.6637 12.3219
Si 5.5583 2.3344 21.4427
Si 12.0302 4.4211 23.8537
Si 9.8703 2.7161 19.7333
Si 11.2062 5.9536 9.7509
Si -5.3362 5.8865 17.7096
Si -0.8541 -2.5868 19.0953
Si 8.0197 10.1221 17.7722
Si 4.8182 6.8055 14.7024
O 7.6465 10.3143 13.5121
O 7.003 9.5619 18.9171
O 7.8473 8.2104 12.0344
O -1.5919 1.1951 20.0697
O 4.58 5.5092 13.6542
O 7.5329 9.6524 16.2627
O -1.4105 -1.3808 18.1103
O 4.8691 13.5714 9.9422
O 5.4608 9.2735 11.8218
O 1.27 7.1315 10.2168
O 7.0861 1.1374 15.3371
O 8.4807 4.2336 23.1958
O 5.6597 6.638 11.525
O 1.4938 6.7862 21.1248
O -2.1338 8.0136 20.1131
O 10.146 9.6127 12.8372
O 15.7528 4.4988 17.9651
O 6.0533 8.1451 20.8808
O 2.8313 -0.0196 23.6934
O 3.1462 9.5808 13.179
O 6.0093 3.5312 22.4705
O 9.9523 3.5925 21.1026
O 2.2516 4.3617 20.2294
O -5.9207 7.0129 18.745
O 0.5397 -2.0886 19.8122
O 8.652 10.5456 10.9664
O 11.6575 6.2672 15.8587
O 12.0966 4.2203 12.0821
O 9.6299 10.7172 15.1689
O 10.3372 5.5955 13.609
O 0.4282 2.6314 19.0937
O 3.9823 11.4107 11.4481
O 1.3568 7.3865 13.5175
O 12.1292 9.5924 14.8325
O 7.2117 5.6099 17.9451
O 3.4739 -3.2081 14.967
O 12.0775 4.8574 17.9239
O 10.9928 3.2221 23.4225
O 5.9676 18.6406 13.9394
O 2.2241 4.8524 22.7602
O 6.8552 1.5025 20.9541
O 5.35 -4.6086 16.1538
O 1.4557 -1.6675 22.1904
O -2.1554 3.5588 18.8631
O 9.5787 5.0132 16.8242
O 9.559 3.3584 12.403
O 4.5154 1.3876 22.2693
O 3.3158 -2.4179 20.3084
O 2.9244 2.7657 18.2499
O 3.5704 4.8779 11.2213
O 6.0682 4.0513 11.7449
O 10.014 8.0004 14.8266
O -6.0549 2.8608 20.0584
O 7.8961 11.7697 17.7581
O 7.9759 -0.7891 21.3781
O 4.074 6.1622 21.1395
O 8.9474 1.6012 22.5911
O 2.4219 2.4362 10.6226
O 18.4702 3.3206 16.6126
O 3.0886 8.9862 10.6996
O 10.1923 5.4925 10.9191
O 7.1523 1.7176 10.6983
O 10.4995 -3.9088 18.2291
O 5.4462 1.9507 17.5265
H 8.991 3.2806 13.187

Results
free energy: -133980.364 eV
free energy less fixed offsets of H -15.97, O -568.88, Si -635.61 eV per atom: -2.434 eV

Forces (eV/angstrom), in the order of the atoms: element, x, y, z
Si -0.0002 0.0005 0.0022
Si -0.0017 0.0009 0.0012
Si -0.0008 -0.0015 0.0025
Si 0.0008 0.0019 0.0014
Si 0.0019 -0.0012 0.0026
Si 0.0004 0.0003 0.0042
Si -0.0008 0 0.0015
Si -0.0005 -0.0003 0.0009
Si 0.0009 0.0003 -0.0006
Si 0 -0.0002 -0.0002
Si 0.0007 0.0007 -0.0005
Si -0.0017 -0.0011 -0.0005
Si -0.0009 0.0008 -0.0007
Si -0.0007 0.0001 -0.0008
Si 0.0002 0.0001 -0.0002
Si 0.0001 0.0001 0
Si -0.0005 0.0004 0.0004
Si 0.0001 0.0002 0.0007
Si 0.0006 -0.0002 0.0002
Si -0.0004 0.0001 0.0008
Si -0.0002 -0.0008 0.0008
Si 0.0009 0.0003 0.0001
Si 0.0005 -0.0003 0.0004
Si 0.0002 -0.0001 0.0001
Si -0.0712 -0.1607 -0.288
Si 0.3097 0.4756 -0.0112
Si -0.024 -0.1623 -0.1612
Si 0.1516 -0.4203 0.111
Si -0.3898 -0.1092 0.1552
Si 0.0808 -0.1168 -0.1902
Si 0.4767 0.124 0.0284
Si 0.0401 -0.2454 0.5699
Si 0.1217 0.1516 -0.0467
Si -0.0013 0.0096 0.0106
Si -0.0953 -0.0483 -0.051
Si 0.017 0.0797 0.0348
Si -0.0382 0.0432 -0.0111
Si -0.092 -0.0373 -0.0511
Si 0.0003 0.0386 0.0318
Si -0.1342 -0.0381 0.0164
Si 0.0074 -0.0488 0.0099
Si 0.0392 -0.0405 -0.0229
Si 0.0171 -0.0067 -0.0263
Si -0.003 -0.0386 -0.0163
Si 0.052 0.0262 -0.028
Si 0.0822 -0.0201 -0.0035
Si 0.0007 -0.0568 -0.0256
Si 0.0091 -0.0076 -0.0345
Si 0.0181 -0.0144 -0.01
Si -0.0656 0.0461 0.0115
Si -0.0253 0.0332 0.0225
Si -0.035 0.0225 0.0411
Si -0.0682 0.0581 0.0054
Si 0.017 -0.006 -0.0004
Si -0.0292 -0.0249 0.04
Si -0.0244 0.0662 0.0166
Si -0.0607 -0.0956 0.038
Si 0.0601 -0.094 -0.0441
Si 0.0838 -0.0212 -0.006
Si 0.0934 0.0408 0.0481
Si -0.0428 -0.0781 -0.0054
Si -0.1118 -0.0218 0.0133
Si 0.165 0.1628 0.0249
Si 0.0525 -0.0866 -0.0208
Si -0.0604 0.4802 -0.5848
Si 0.0706 0.0919 0.0988
Si -0.0911 0.239 -0.0885
Si -0.0663 0.05 0.3197
Si -0.1827 -0.156 0.1026
Si -0.1181 0.1692 0.2903
Si 0.2789 -0.0002 0.0224
Si -0.4087 -0.262 -0.4028
Si -0.0023 0.0022 0.001
Si -0.0014 0.0004 -0.0006
Si 0.0007 -0.0007 -0.0015
Si -0.0006 0.0006 0.0022
Si -0.0007 0.0013 -0.0024
Si -0.0012 0.002 -0.0007
Si 0.0017 0.0016 0.0004
Si 0 0.004 -0.0021
Si -0.0032 -0.0015 -0.0011
Si 0.0025 0.0015 0.0015
Si 0.0051 0.0015 0.0023
Si -0.0017 0.0028 0.0025
Si 0.002 -0.0024 0.005
Si 0.0031 -0.0023 -0.0002
Si 0.0008 -0.0024 0.002
Si 0.0009 -0.0017 0.0015
Si 0.0009 0.0046 0.0007
Si -0.0039 -0.0015 -0.0049
Si -0.0122 0.0091 -0.0121
Si -0.0027 -0.0012 -0.0038
Si -0.0042 0.005 0.0032
Si 0.0001 0.0013 -0.0012
Si 0.0066 -0.0056 0.0355
Si -0.0014 -0.0029 0.0009
O 0.0001 0.0005 0.0003
O 0.0019 -0.0019 0.0017
O 0.009 -0.0082 0.0111
O -0.0003 0.0008 -0.0007
O 0.0009 -0.0033 -0.001
O 0.0081 -0.0078 -0.0049
O 0.0005 -0.0008 0.0004
O 0.0009 -0.001 0.0005
O -0.0017 -0.0036 -0.0082
O -0.0001 -0.0072 -0.0147
O 0.0005 0.0001 0.0017
O 0 -0.0005 0.0005
O -0.0005 0.0027 -0.0011
O -0.0057 0.0059 0.0019
O 0.0009 0 0.0033
O 0.0024 -0.0031 0.003
O -0.0004 0.0008 0.0006
O 0.0001 0.0002 -0.0002
O -0.0002 0 0.0002
O -0.0003 0.0005 0.0005
O -0.0009 0.0009 0.0003
O 0 -0.0002 0.0006
O 0.0003 -0.0002 -0.0009
O 0 -0.0001 0
Si 0.0034 0.02 -0.0089
Si 0.0003 0 0.0007
Si -0.0008 0.0001 0.0012
Si 0.0005 -0.0008 0.0014
Si -0.0002 0.0005 0.0023
Si -0.0002 0.0002 0.0012
Si 0 0.0003 0.001
Si -0.0007 0.0001 -0.0001
Si -0.0029 -0.0048 -0.0063
Si 0.0014 0.0019 -0.0008
Si -0.0004 -0.0001 0.0013
Si -0.0007 0.0003 0.0015
Si -0.0004 -0.0001 -0.0016
Si 0.0024 -0.0024 -0.0033
Si 0.0024 -0.0001 -0.0022
Si 0.0003 -0.0005 0.0009
Si -0.0002 0.0006 0.0006
Si 0.0069 -0.0016 0.016
Si -0.0002 -0.0004 0.0015
Si 0 0 0.001
Si 0.0001 0.0002 0.0016
Si -0.0004 -0.0006 -0.0032
Si -0.0003 -0.0002 0.0015
Si -0.0009 0.0002 0.0009
Si -0.0027 0.002 -0.0014
Si -0.0001 -0.0004 0.0005
Si -0.0001 -0.0014 -0.0014
Si -0.0005 0.0012 -0.0017
Si 0.0002 -0.0002 0.0007
Si 0 0.0001 0.0009
Si 0.0003 0.0002 0.0016
Si -0.0097 0.0111 0.0022
Si -0.0006 -0.0007 0.0016
Si 0.0001 0 0.0017
Si -0.0003 -0.0002 0.0013
Si 0 -0.0002 0.0017
O 0.0004 -0.0003 0.0005
O -0.0001 -0.0002 0.0001
O -0.0009 0 0.0014
O -0.0003 0 0
O -0.0001 0 0.0002
O 0.0004 0.0004 -0.0001
O -0.0002 0.0005 -0.0005
O 0.0002 0.0003 0.0019
O -0.0044 0.0017 0.0024
O -0.0012 -0.0005 -0.0029
O 0.0003 -0.0001 0.0002
O -0.0001 0.0002 0.0005
O 0 -0.0007 0.0015
O 0 0.0003 0.0002
O 0.0001 -0.0003 -0.0006
O 0.0001 -0.0002 0.0019
O 0.001 0.0014 0.0008
O 0.0001 0.0001 -0.0002
O 0 0.0003 0.0001
O -0.0001 -0.0004 0.0005
O -0.0001 0.0003 0.0007
O 0.0001 0 0.0001
O -0.0004 -0.0002 -0.0003
O -0.0001 -0.0004 -0.0006
O -0.0003 0 0.0002
O -0.0011 0.0009 -0.0001
O -0.0001 0.0004 -0.001
O 0.004 -0.0016 -0.0018
O 0.0007 -0.0004 0.0003
O 0.0009 -0.0012 -0.0006
O -0.0003 0.0002 -0.0002
O 0.0006 -0.0019 0.0015
O 0.0006 0.0007 0.0011
O 0.0013 0.0003 -0.0004
O 0 -0.0003 -0.0003
O -0.0001 0.0004 -0.0003
O -0.0001 0.0003 0
O -0.0002 -0.0004 -0.0002
O 0.0004 0.0003 0.0002
O 0 -0.0003 0.0007
O 0 -0.0001 0.0006
O -0.0005 0.0005 -0.0016
O -0.0001 0.0001 0.0004
O -0.0006 0.0007 -0.0005
O 0.0002 -0.0001 0.0002
O -0.0622 -0.0034 0.0786
O 0.0003 0.0001 -0.0004
O 0.0002 -0.0001 0.0004
O -0.0003 0.0001 0.0005
O 0.0003 -0.0028 -0.001
O -0.0003 -0.0001 0.001
O -0.0002 -0.0001 0.0009
O -0.0003 0.0003 -0.0001
O -0.0001 0 0.0001
O -0.0002 0.0001 -0.0002
O 0.0004 0 0.0002
O -0.0002 -0.0003 0.0001
O -0.0016 0.0015 0.0004
O 0.0001 0.0003 0.0007
O -0.001 -0.006 -0.0054
O 0.0016 -0.0011 0.0008
O -0.0009 0.0005 0.0013
O 0.0001 0 -0.0004
O 0.0006 -0.0002 0.0003
H 0.0612 0.0039 -0.0768

The program warned: the cutoff lies below the one the program advises for these potential files; the exchange-correlation potential is rough where the density is thin.
